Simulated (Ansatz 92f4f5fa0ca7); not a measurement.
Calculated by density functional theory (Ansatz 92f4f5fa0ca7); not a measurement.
Periodic cell of 223 atoms, Si133O90, from a study of silicon, its oxide and their interface. The atomic structure is a simulated model.

Settings: functional PBE; potential files Ansatz PAW; basis plane waves; wave-function cutoff 700 eV; density cutoff ratio 5; exchange-correlation grid ratio 1; k mesh 2 x 2 x 1, shifted by 0.5 0.5 0.5 of a step; self-consistency stop 5e-08 eV per atom in the density residual; occupations fixed; spin none; net charge 0.

Cell vectors (angstrom)
a 10.938 0 0
b 0 10.938 0
c 0 0 32.3588

Atoms and the computed forces on them: element, x, y, z (angstrom), force x, y, z (eV/angstrom)
Si 0.303 -0.1645 24.9258 0.0117 0.0212 -0.0146
Si 5.3302 0.1586 24.8906 -0.0152 0.0023 -0.025
Si 2.9835 2.3139 24.9449 -0.006 -0.0335 -0.0251
Si 8.1308 3.0027 24.9603 -0.0053 0.0107 -0.0169
Si -0.1444 5.8332 24.973 -0.0134 -0.0037 -0.0136
Si 5.8624 5.2117 24.7849 0.0399 -0.0035 -0.03
Si 2.5885 8.5727 24.653 -0.0132 0.0276 -0.0266
Si 8.4621 7.9127 25.0407 -0.0128 -0.0163 -0.0145
Si 1.429 1.3071 26.3483 -0.0406 0.0039 -0.0023
Si 6.9152 1.3689 26.1729 -0.007 -0.0164 0.0075
Si 4.1263 4.1066 26.036 -0.005 -0.003 0.0321
Si 9.6822 4.1649 26.2517 -0.009 -0.0034 -0.0078
Si 1.4878 6.9743 26.1546 0.0132 -0.0037 -0.0017
Si 6.8782 6.7464 26.2818 -0.024 0.0114 -0.0139
Si 4.156 9.5367 26.1697 -0.0191 -0.0283 0.0102
Si 9.6221 9.5921 26.2003 0.0029 0.0009 0.0132
Si 2.7996 -0.0786 27.6268 0.0085 -0.0079 -0.0046
Si 8.2249 -0.0104 27.5631 -0.0008 -0.0008 0.0154
Si 0.029 2.723 27.5973 -0.0026 0.0047 -0.0011
Si 5.4747 2.7398 27.5222 -0.0008 0.0013 -0.0076
Si 2.7682 5.4682 27.4912 0.0121 -0.0096 0.0184
Si 8.2484 5.4266 27.6405 -0.0002 -0.0074 0
Si 0.0405 8.2232 27.5788 0.0096 -0.0085 -0.0002
Si 5.4864 8.1613 27.5612 -0.0015 0.0107 0.0093
Si 4.1018 1.3673 28.9405 0.2936 0.0928 -0.0401
Si 9.5708 1.3673 28.9405 -0.0277 -0.0097 0.0115
Si 1.3673 4.1018 28.9405 0.2973 0.2323 -0.2284
Si 6.8362 4.1018 28.9405 -0.1203 -0.3113 0.1231
Si 4.1018 6.8362 28.9405 -0.0349 -0.2142 -0.1907
Si 9.5708 6.8362 28.9405 0.3047 0.1732 0.1361
Si 1.3673 9.5708 28.9405 0.069 -0.1048 0.4714
Si 6.8362 9.5708 28.9405 0.0093 -0.0468 -0.2087
Si 0 0 30.3078 0.0677 0.044 -0.0112
Si 5.469 0 30.3078 0.0382 0.1 0.0015
Si 2.7345 2.7345 30.3078 0.0178 0.0458 -0.031
Si 8.2035 2.7345 30.3078 -0.0938 -0.0548 -0.0028
Si 0 5.469 30.3078 0.0341 0.0988 -0.0031
Si 5.469 5.469 30.3078 -0.0089 0.0227 -0.0313
Si 2.7345 8.2035 30.3078 -0.1152 -0.0158 0.002
Si 8.2035 8.2035 30.3078 0.0429 0.0329 -0.0083
Si 1.3673 1.3673 31.675 -0.0483 0.0005 0.0075
Si 6.8362 1.3673 31.675 0.084 -0.001 0.0068
Si 4.1018 4.1018 31.675 0.0431 -0.0239 0.0087
Si 9.5708 4.1018 31.675 0.0028 -0.0386 -0.0205
Si 1.3673 6.8362 31.675 0.0421 -0.0473 0.0037
Si 6.8362 6.8362 31.675 -0.0185 -0.0523 0.0076
Si 4.1018 9.5708 31.675 0.0049 -0.0496 -0.0234
Si 9.5708 9.5708 31.675 0.0059 0.0184 0.006
Si 2.7345 0 0.6835 0.0213 0.0191 -0.0006
Si 8.2035 0 0.6835 -0.0551 0.0322 0.0131
Si 0 2.7345 0.6835 0.0071 0.0565 -0.0048
Si 5.469 2.7345 0.6835 -0.0042 -0.0465 -0.0203
Si 2.7345 5.469 0.6835 -0.0951 0.0584 0.0084
Si 8.2035 5.469 0.6835 0.0476 0.0314 0.0038
Si 0 8.2035 0.6835 0.0056 -0.027 -0.0115
Si 5.469 8.2035 0.6835 -0.0372 0.0799 -0.0025
Si 4.1018 1.3673 2.0507 0.023 0.1254 -0.0195
Si 9.5708 1.3673 2.0507 0.0608 0.0116 0.0313
Si 1.3673 4.1018 2.0507 -0.0464 -0.1209 -0.0004
Si 6.8362 4.1018 2.0507 -0.0805 -0.062 0.0118
Si 4.1018 6.8362 2.0507 0.0901 -0.0727 0.0056
Si 9.5708 6.8362 2.0507 -0.0112 -0.0555 -0.0144
Si 1.3673 9.5708 2.0507 -0.0323 -0.0171 -0.0115
Si 6.8362 9.5708 2.0507 0.0478 -0.0698 0.0223
Si 0 0 3.418 0.0059 -0.0595 -0.0668
Si 5.469 0 3.418 -0.045 0.0913 0.4955
Si 2.7345 2.7345 3.418 0.1658 -0.0812 -0.7903
Si 8.2035 2.7345 3.418 -0.2196 -0.1822 0.3946
Si 0 5.469 3.418 -0.3391 -0.0537 -0.2217
Si 5.469 5.469 3.418 -0.1608 0.1513 -0.3659
Si 2.7345 8.2035 3.418 -0.0624 0.3116 0.5386
Si 8.2035 8.2035 3.418 -0.1732 0.0103 -0.2467
Si 1.4262 1.3538 4.7202 0.0194 -0.0046 0.0068
Si 6.8324 1.3406 4.8826 -0.0058 -0.0029 -0.0049
Si 4.0546 4.1265 4.7163 0.0083 0.0089 0.0271
Si 9.5159 4.1424 4.7865 -0.0016 0.0102 -0.0181
Si 1.2892 6.8596 4.7634 0.0112 -0.0122 -0.0363
Si 6.7714 6.8857 4.7559 0.004 0.007 0.0319
Si 4.094 9.6219 4.8828 -0.0025 0.0172 -0.0435
Si 9.5233 9.5906 4.7728 -0.0205 0.0084 0.0034
Si 2.7766 0.167 6.2618 -0.0432 -0.0067 0.0281
Si 8.1626 -0.1453 6.3042 0.0392 0.0083 -0.0243
Si 0.0316 2.717 5.959 0.0405 0.0354 0.0134
Si 5.3908 2.819 6.124 -0.0084 -0.0022 0.009
Si 2.6353 5.4505 6.0492 -0.0147 -0.0263 -0.012
Si 8.0584 5.4978 6.1382 -0.0463 -0.0035 0.0184
Si -0.2409 8.0676 6.1182 0.0601 0.0437 0.045
Si 5.4616 8.2173 6.2428 -0.0248 -0.0355 0.0006
Si 3.7988 1.8962 7.5675 0.0168 0.0074 -0.0056
Si 9.8698 1.1695 7.279 0.0154 0.008 0.0225
Si 1.4131 3.9557 7.4099 -0.0042 0.0055 0.0033
Si 6.381 4.4677 7.4371 0.014 0.0182 -0.0051
Si 4.1091 6.635 7.3883 0 -0.0121 0.0115
Si 8.9812 7.1669 7.4767 -0.0564 0.0154 0.0201
Si 1.3041 10.1769 7.8263 -0.0234 -0.0415 -0.0388
Si 7.2262 8.9851 7.6803 0.006 -0.0356 0.0315
O 9.5876 6.8462 24.4582 0.0076 0.0071 -0.0415
O 4.1762 1.262 24.5129 0.0083 0.0007 -0.0291
O 11.6478 8.7641 7.2808 0.0065 0.0052 0.067
O 2.5721 2.927 8.0087 -0.0045 -0.0012 0.0261
O 6.9575 4.032 24.4498 0.0091 0.0064 -0.0301
O 1.3775 9.6529 24.3856 0.0195 -0.0115 -0.0283
O 5.2485 5.5635 7.974 -0.0169 -0.0037 0.0453
O 0.0459 0.272 8.1536 0.0164 -0.0153 0.0115
O 6.9816 3.8111 8.8203 0.0215 -0.0083 0.0076
O 6.694 9.3323 9.2366 -0.0101 0.0036 0.0012
O 9.5987 6.5555 8.9027 0.0303 -0.0227 0.0078
O 2.1502 9.7372 9.1704 0.0057 -0.0208 -0.0091
O 4.5758 1.5321 8.9789 -0.0116 -0.0001 0.027
O -1.6442 4.1319 10.0476 0.0053 0.0116 -0.0159
O 9.1281 2.3534 8.1357 -0.0274 -0.0151 0.0145
O 3.0686 7.2107 8.5452 0.003 0.0251 0.0207
O 7.6232 8.4498 23.7357 0.0097 0.0203 0.0015
O 8.9156 2.548 23.5848 -0.0059 -0.0258 0.0049
O 5.5785 5.8612 23.301 0.0019 -0.0078 -0.0026
O 2.1375 2.4719 23.5228 0.0296 0.0197 -0.0215
O 10.778 0.6281 23.5569 -0.0244 -0.0059 0.0025
O 0.6676 5.3412 23.6376 -0.0017 0.0076 -0.0093
O 3.1841 8.3211 23.1108 -0.012 -0.013 0.0139
O 5.7883 10.3732 23.4596 0.0102 0.0038 0.0085
Si 7.7225 -2.8298 20.4939 -0.0019 0.0094 0.0079
Si 5.6604 6.009 21.6759 0.0017 0.0055 0.0031
Si -0.8041 7.3919 18.9373 0.0038 0.0057 -0.0005
Si 8.5528 -0.5985 13.8122 -0.0002 -0.0057 0.0101
Si 4.5945 1.4317 10.6059 -0.0011 0.0065 -0.0213
Si 8.3385 1.5476 11.7817 -0.0093 0.0051 -0.0118
Si -0.2685 0.9488 13.0641 0.0009 0.0016 0.0025
Si 1.1947 5.4355 22.1151 -0.0029 -0.003 0.0111
Si 5.4653 5.4534 14.372 0.0006 -0.0027 0.0055
Si 6.4084 -2.7125 17.664 0.0051 0.0084 0.0029
Si 8.3091 3.0403 9.3373 0.006 -0.0035 -0.0089
Si -1.3187 12.5424 19.7374 -0.0046 -0.0089 0.0183
Si 1.1768 6.6773 11.8655 -0.0041 0.0032 -0.0057
Si 3.0468 7.7326 21.5737 0.0013 0.0034 -0.0075
Si 6.8622 2.0673 18.6777 0.0064 0.0044 -0.0053
Si -3.4818 -6.8794 16.534 0.0017 0.0025 0.0007
Si 2.2982 2.74 19.2497 -0.006 -0.0053 0.0003
Si 2.8173 8.3346 9.7134 -0.0006 -0.0031 -0.0146
Si 4.9931 3.1668 20.5481 0.0056 -0.0007 0.0063
Si 3.7636 8.761 18.734 -0.0003 0.001 -0.0008
Si -1.5531 1.1497 22.9086 -0.0164 -0.0079 0.0178
Si 2.4722 4.8876 13.837 0.0015 -0.0008 0.0085
Si 1.1938 8.696 17.2381 0.0071 0.0063 -0.003
Si -1.6298 12.5796 15.5643 -0.0039 0.0054 0.0071
Si 10.3654 5.2986 9.6289 0.0086 -0.014 -0.0016
Si 5.1615 10.8332 17.2414 0.0059 0.0061 -0.0057
Si 7.2317 9.8097 22.9443 0.017 0.0205 0.0134
Si 4.884 0.3873 14.3269 -0.0022 0.0003 0.0103
Si -2.2598 -4.2175 16.424 -0.0033 0.0015 -0.0046
Si 5.6864 9.3854 10.5422 -0.0124 0.0019 0.0165
Si 0.5467 0.7717 17.7301 0.0007 -0.0038 -0.0057
Si 6.1731 2.8568 12.8824 0.0024 -0.0056 -0.0083
Si -0.0294 4.4548 19.6271 -0.011 0.0016 0.007
Si 2.6791 2.8939 22.0611 -0.0014 -0.0022 0.0197
Si 11.2328 6.8243 14.7352 -0.0044 0.0028 0.0063
Si 2.6423 1.7995 12.7312 -0.0006 -0.0028 -0.0078
Si 6.3209 -2.4063 13.4379 0.0026 -0.001 0.0024
O 0.5377 -2.6741 18.6894 -0.0102 -0.0023 0.0117
O 3.083 1.7814 11.1518 0.007 -0.0048 0.0112
O 5.9579 1.209 17.6777 -0.0028 -0.0189 0.0161
O -2.4679 11.1881 15.2299 0.0125 0.0119 -0.0231
O 1.1735 5.3957 14.7559 0.0151 0.0211 -0.0225
O 1.4399 4.1116 18.9944 -0.0067 -0.0324 0.0292
O 1.8441 7.7932 10.8949 0.0026 -0.0175 0.0064
O 3.5795 0.7094 13.4622 0.0082 0.0062 -0.0003
O 11.7867 -3.0647 15.8697 0.0007 -0.0068 -0.0087
O 4.3894 0.3202 15.879 0.0238 -0.0139 -0.0043
O 6.1879 -1.3145 16.8664 -0.0252 0.0049 0.0486
O -2.7432 2.797 15.8089 0.0054 -0.0038 0.0021
O 7.8218 0.175 12.5322 0.0307 0.0079 0.0111
O 5.8684 7.0211 13.9653 -0.0078 -0.002 -0.021
O -1.5567 7.6761 17.5215 -0.0103 -0.0147 0.0018
O 5.7861 4.4107 13.1583 0.001 0.0187 0.028
O 3.8413 5.3625 14.6193 0.0004 -0.008 -0.0257
O 6.2121 2.1789 20.1611 -0.0193 0.0167 -0.0174
O 3.126 8.7284 20.2566 -0.0067 0.0014 -0.0078
O 3.8893 3.1408 19.3074 -0.0079 -0.0115 0.0341
O 5.6531 4.6104 20.8577 -0.0121 0.0014 0.0113
O -0.1849 11.5115 19.1809 -0.002 0.0184 -0.0145
O 7.3267 9.438 21.3651 0.0039 -0.0211 0.01
O 7.8391 1.7729 10.2576 -0.0001 0.0146 0.024
O 10.1542 -0.5797 13.425 -0.0145 0.0378 -0.004
O 0.0113 4.7854 21.2212 0.0295 -0.0026 -0.021
O 4.3171 6.7925 21.2637 0.0191 -0.0032 0.0243
O 5.8266 12.6621 14.0423 0.0014 0.0083 -0.0161
O -0.5461 -9.4011 16.7831 0.0023 -0.0111 0.0055
O 6.2723 4.7835 15.6492 0.0089 -0.0042 0.0044
O 0.4745 -3.5717 13.1895 0.0148 -0.0282 -0.0004
O 7.8579 8.8749 13.9578 -0.0231 0.0218 -0.0113
O -5.943 7.7264 18.3515 0.0108 0.0273 -0.0045
O 6.9243 3.5509 17.9915 0.0108 -0.0139 -0.0045
O -3.6386 8.4865 18.9856 -0.0128 -0.0109 -0.0273
O 2.5416 3.2665 13.4862 0.0066 -0.0007 -0.006
O -1.3248 -4.2295 15.062 0.0213 0.0116 0.0096
O 7.7935 -8.131 12.6711 -0.0122 -0.026 -0.007
O 8.2647 1.2878 18.8993 -0.0072 0.0095 0.0099
O -0.71 1.9779 14.2569 -0.0065 -0.0364 -0.0066
O 4.2996 8.6063 10.2728 0.0072 0.0165 -0.0043
O 5.2649 -0.024 10.935 0.011 -0.0133 -0.0038
O 9.3367 7.8168 20.3096 0.0045 -0.0141 -0.0082
O 0.9269 -0.6395 17.02 -0.0023 -0.0081 0.0237
O 9.4855 1.3431 21.3201 -0.0003 0.0046 -0.0114
O 1.6144 6.9216 21.5738 0.0207 -0.0119 0.0081
O 1.2749 0.9759 12.7895 -0.0193 0.0131 0.011
O 6.3549 -2.3575 11.8009 -0.0079 0.0162 0.0096
O -3.8212 7.2687 16.5342 -0.0045 0.0049 0.0184
O -0.5451 16.7313 18.9045 0.005 0.0065 0.02
O 4.2751 2.5864 21.8974 -0.0201 0.0167 -0.0374
O -2.3302 -5.781 16.8372 -0.0238 0.0034 -0.009
O 2.7544 8.4037 17.5173 -0.0073 0.0205 0.0021
O 11.0084 5.8349 11.0186 0.0222 0.0177 0.0056
O 6.9921 6.8118 21.1637 -0.0148 0.0165 -0.0003
O 1.9028 2.2013 20.78 0.0278 0.0371 -0.0114
O -0.9813 1.4905 11.7003 -0.0209 -0.0067 0.0294
O 2.3498 5.6605 12.3957 -0.0233 0.0079 0.0233
O 0.59 4.6841 8.6435 -0.0124 0.0025 0.0172
O 9.9312 3.1777 19.4278 0.0254 0.0031 0.0036
O 8.2878 10.9699 23.3071 0.0054 -0.0073 -0.0303
O 1.8979 1.6693 18.0693 -0.0145 0.0091 0.0188
O 4.2242 -0.6127 18.4854 0.0193 -0.0238 -0.0155
O 5.4176 -1.1244 13.9481 0.0176 -0.0006 -0.0047
O 2.5408 4.5243 21.9701 -0.0332 -0.0149 -0.0061
O 5.4797 2.516 11.4451 0.0166 -0.0104 0.0222

Results
free energy: -135751.694 eV
free energy less fixed offsets of O -569.03, Si -635.61 eV per atom: -2.864 eV

The program warned: the cutoff lies below the one the program advises for these potential files; the forces do not sum to zero within the program's tolerance; the exchange-correlation potential is rough where the density is thin.
